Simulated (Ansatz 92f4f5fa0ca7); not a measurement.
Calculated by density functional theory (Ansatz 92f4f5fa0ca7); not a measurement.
Periodic cell of 237 atoms, Si146O90P1, from a study of silicon, its oxide and their interface. The atomic structure is a simulated model.
Doubt: the cutoff is far below the 930 eV that the study's wrapper takes by default for these files, so forces and energies are approximate.
This geometry differs little from another in the collection (a relaxation step or a small displacement).

Settings: functional PBE; potential files Ansatz PAW; basis plane waves; wave-function cutoff 580 eV; density cutoff ratio 5; exchange-correlation grid ratio 1; k mesh 1 x 1 x 1, Gamma-centred; self-consistency stop 5e-08 eV per atom in the density residual; occupations fixed; spin none; net charge +1 e, with a uniform compensating background and no finite-size correction.

Cell vectors (angstrom)
a, 11.6015, 0, 0
b, 0, 10.938, 0
c, 0, 0, 32.0622

Atoms: element, x, y, z (angstrom)
Si, -0.2126, -0.0663, 23.2844
Si, 3.6872, 0.213, 23.1041
Si, 7.5476, -0.1578, 23.4432
Si, 1.6947, 1.3787, 23.4189
Si, 5.7498, 1.3981, 23.1735
Si, 9.4263, 1.2223, 23.3424
Si, 0.1596, 5.3145, 23.4426
Si, 4.101, 5.2765, 23.3738
Si, 8.0287, 5.6003, 23.5499
Si, 2.1507, 6.5843, 23.3534
Si, 5.9602, 6.7476, 23.483
Si, 10.0017, 6.8652, 23.6198
P, 1.8994, 2.6552, 25.3808
Si, 5.8297, 2.6312, 25.2461
Si, 9.6299, 2.6555, 25.2596
Si, 11.6092, 3.9936, 25.3652
Si, 3.888, 3.9701, 25.3283
Si, 7.7466, 4.0935, 25.3513
Si, 1.9727, 8.1433, 25.1816
Si, 5.7721, 8.1643, 25.3539
Si, 9.7062, 8.2609, 25.447
Si, 11.6382, 9.5525, 25.2601
Si, 3.862, 9.5846, 25.0546
Si, 7.6875, 9.5175, 25.4148
Si, 11.6403, -0.0072, 27.1926
Si, 3.9031, -0.0433, 27.0901
Si, 7.7548, -0.0282, 27.2959
Si, 1.9785, 1.3239, 27.2752
Si, 5.8327, 1.323, 27.2064
Si, 9.6855, 1.3283, 27.217
Si, 11.6053, 5.4541, 27.2399
Si, 3.8293, 5.4141, 27.2316
Si, 7.7108, 5.454, 27.2754
Si, 1.934, 6.8282, 27.1697
Si, 5.7545, 6.7878, 27.2593
Si, 9.6579, 6.8002, 27.2878
Si, 1.943, 2.7384, 29.1822
Si, 5.7967, 2.7197, 29.132
Si, 9.6751, 2.7235, 29.1488
Si, 0.0045, 4.095, 29.1711
Si, 3.8701, 4.0922, 29.1858
Si, 7.7323, 4.0859, 29.1921
Si, 1.9388, 8.1892, 29.12
Si, 5.7823, 8.1823, 29.1725
Si, 9.6822, 8.1862, 29.2069
Si, 0.0133, 9.563, 29.1462
Si, 3.8624, 9.5686, 29.0959
Si, 7.7341, 9.5321, 29.2029
Si, -0.0013, -0.0013, 31.0916
Si, 3.8618, 0.0031, 31.0578
Si, 7.7296, -0.0035, 31.1118
Si, 1.929, 1.3622, 31.1077
Si, 5.7978, 1.3638, 31.0664
Si, 9.6645, 1.3597, 31.0923
Si, 0.01, 5.4737, 31.0985
Si, 3.869, 5.4813, 31.1096
Si, 7.7395, 5.4741, 31.1208
Si, 1.9384, 6.8454, 31.0749
Si, 5.8003, 6.8391, 31.1145
Si, 9.6805, 6.8336, 31.1444
Si, 1.9311, 2.754, 0.9787
Si, 5.7982, 2.7504, 0.9273
Si, 9.6638, 2.7375, 0.9682
Si, -0.0127, 4.1088, 0.9618
Si, 3.8665, 4.117, 0.9803
Si, 7.7387, 4.1162, 0.9963
Si, 1.9303, 8.2197, 0.9474
Si, 5.7963, 8.2306, 0.9671
Si, 9.6686, 8.2244, 1.0086
Si, -0.0016, 9.592, 0.9838
Si, 3.8593, 9.5927, 0.957
Si, 7.7368, 9.5815, 0.9892
Si, 11.6095, 0.0405, 2.9201
Si, 3.8568, 0.0282, 2.9103
Si, 7.7415, 0.0278, 2.9055
Si, 1.9352, 1.4057, 2.9223
Si, 5.8128, 1.3711, 2.8347
Si, 9.6608, 1.3915, 2.9226
Si, 11.5663, 5.5065, 2.8705
Si, 3.878, 5.5002, 2.914
Si, 7.7377, 5.5194, 2.9226
Si, 1.9145, 6.8259, 2.8593
Si, 5.8089, 6.8659, 2.8884
Si, 9.6615, 6.9045, 2.9741
Si, 1.9143, 2.8365, 4.821
Si, 5.838, 2.7292, 4.7447
Si, 9.5991, 2.8028, 4.8349
Si, 11.543, 4.138, 4.781
Si, 3.9197, 4.1017, 4.8258
Si, 7.7175, 4.2107, 4.8865
Si, 1.8883, 8.1526, 4.8006
Si, 5.809, 8.2653, 4.7879
Si, 9.663, 8.3279, 4.913
Si, 11.6343, 9.659, 4.8854
Si, 3.8186, 9.4912, 4.7855
Si, 7.7227, 9.6824, 4.8907
Si, 11.5964, 0.2368, 6.7779
Si, 3.7545, -0.0501, 6.6571
Si, 7.7131, 0.0611, 6.9157
Si, 2.049, 1.5064, 6.7597
Si, 5.7129, 1.2785, 6.6226
Si, 9.6452, 1.5247, 6.8341
Si, 11.5261, 5.5015, 6.7021
Si, 3.9823, 5.4366, 6.7941
Si, 7.7382, 5.676, 6.8332
Si, 1.9751, 6.6449, 6.6538
Si, 5.8125, 6.9801, 6.7489
Si, 9.7561, 7.0433, 6.9174
O, 9.9981, 7.975, 8.3012
O, 7.6631, 9.9375, 8.2205
O, 7.4009, 4.7384, 8.166
O, 3.3758, 10.3508, 8.2046
O, 2.0342, 7.5565, 8.0242
O, 4.0018, 4.5906, 8.2475
O, 9.7783, 2.4527, 8.2183
O, 2.6143, 2.3456, 8.1147
O, 11.388, 4.5714, 8.0667
O, 5.3599, 2.3795, 7.8078
O, 5.8169, 7.9871, 8.0819
O, 11.3115, 10.3149, 8.1511
O, 11.308, 10.0826, 21.8111
O, 3.1811, 10.7644, 21.5372
O, 5.7749, 7.7125, 22.1411
O, 4.2328, 4.4284, 21.9378
O, 7.659, 9.6462, 22.2053
O, 10.3645, 7.6684, 22.2174
O, 1.5984, 2.491, 22.2106
O, 5.9579, 2.4264, 21.8717
O, 8.4386, 4.6881, 22.2262
O, -0.0993, 4.4876, 22.0092
O, 2.3222, 7.3893, 21.9268
O, 9.1118, 1.8837, 21.8569
Si, 1.9152, 7.785, 9.6103
Si, 5.0471, 0.5763, 17.689
Si, 2.4928, 5.4175, 14.0205
Si, 10.5655, 3.8612, 14.0496
Si, 8.2797, 2.3896, 15.2488
Si, 9.5619, 2.2518, 20.3344
Si, 10.5082, 3.6513, 9.0778
Si, 0.0365, 2.3161, 11.5683
Si, 11.0335, 8.13, 15.3932
Si, 5.166, 6.9354, 13.9888
Si, 5.7561, 2.6135, 11.1151
Si, 8.5602, 7.6988, 19.4004
Si, 8.1325, 4.8554, 20.6351
Si, 5.926, 9.5846, 15.2053
Si, 2.0949, 7.6386, 20.3338
Si, 1.9308, 4.8864, 18.7867
Si, 4.5038, 3.4378, 18.0007
Si, 8.5211, 8.9317, 16.8188
Si, 0.8343, 9.4811, 13.2974
Si, 9.913, 10.653, 11.7264
Si, 5.3647, 3.6916, 20.9971
Si, 0.5891, 5.5174, 16.2604
Si, 10.7837, 9.1525, 9.1502
Si, 6.5361, 8.8781, 21.2901
Si, 7.1175, 7.1089, 11.4877
Si, 2.6765, 0.7364, 12.2151
Si, 10.8903, 8.6802, 21.0545
Si, 6.0417, 4.3281, 15.6241
Si, 7.0865, 0.4891, 12.9731
Si, 4.0603, 2.9829, 8.5923
Si, 0.8794, 6.7421, 11.8982
Si, 6.5727, 9.0497, 9.0781
Si, 0.6617, 3.312, 21.1501
Si, 9.8006, 6.5086, 12.8926
Si, 7.7161, 4.5379, 9.7526
Si, 3.9536, 10.0949, 20.2334
Si, 4.2645, 3.0378, 13.5237
Si, 3.8563, 10.0122, 9.7368
Si, 8.0633, 0.7821, 18.0235
O, 11.5139, 3.2296, 12.9001
O, 9.3415, 4.4778, 9.88
O, 8.8673, 3.6422, 19.863
O, 4.0493, -0.0468, 18.8294
O, 11.3269, 4.5293, 15.3181
O, 9.8562, 9.7974, 10.327
O, 3.7708, 1.5326, 13.1342
O, 0.6618, 9.0539, 14.8634
O, 6.4832, 0.965, 18.3923
O, 4.7661, 3.155, 19.5967
O, 6.2522, 1.1773, 11.7403
O, 0.5457, 8.6354, 9.8663
O, 5.6484, 4.3176, 17.2235
O, 8.4428, 7.202, 12.4002
O, 4.412, 2.6313, 10.1502
O, 2.0767, 5.6333, 15.5824
O, 3.3765, 0.0655, 10.9136
O, 5.8861, 7.2241, 12.5477
O, 2.312, 6.3452, 19.3942
O, 0.6548, 4.9381, 17.7842
O, 8.4165, 10.6889, 12.3741
O, 5.476, 10.0757, 9.696
O, 0.5719, 8.1795, 20.1911
O, 9.7722, 2.6021, 14.6848
O, 2.0033, 10.5935, 13.2218
O, 9.9607, 9.1042, 16.1082
O, 6.1525, 10.3574, 13.7838
O, 7.4608, 1.6043, 14.0949
O, 1.6567, 3.9114, 20.0477
O, 5.9099, 5.7943, 14.9151
O, 7.3481, 8.9496, 15.7073
O, 1.5145, 1.6739, 11.6009
O, 7.2009, 8.2875, 10.3644
O, 4.3321, 1.9816, 17.2765
O, 7.0384, 3.1612, 10.2795
O, 11.5542, 7.0048, 16.4392
O, 8.3125, 10.1435, 17.853
O, 3.2692, 8.5365, 10.1005
O, 7.5898, 3.8416, 15.517
O, 3.1446, 4.2994, 17.9056
O, 2.9052, 3.8915, 13.6903
O, 1.3399, 8.2053, 12.4375
O, 1.206, 5.6839, 13.0745
O, 4.9845, 8.3016, 14.8682
O, 11.1913, 2.3606, 20.3766
O, 10.9802, 9.9876, 12.7597
O, 5.2954, 3.5739, 12.3621
O, 5.0851, 3.2013, 14.9178
O, 6.5032, 4.784, 20.5542
O, 8.3911, 1.5629, 16.644
O, 10.4133, 1.2418, 11.4613
O, 10.8743, 6.6147, 11.6609
O, 3.2162, 8.7059, 19.8596
O, 1.7153, 6.4375, 10.5218
O, 7.1265, 8.2386, 19.9388
O, 8.5153, 7.5948, 17.7742
O, 3.6752, 6.4339, 13.6162
O, 9.5689, 4.9604, 13.3539
O, 5.4614, 9.9879, 20.8334
O, 10.3282, 7.3664, 14.1544
O, 8.7602, 6.2091, 20.0175
O, 7.071, 5.7108, 10.6629
O, 5.2682, 10.5325, 16.3886
O, 9.0581, 1.1719, 19.2495
O, 11.5764, 3.1645, 10.1858
O, 9.7048, 8.7365, 19.9456

Results
free energy: -144757.848 eV
free energy less fixed offsets of O -568.88, P -755.39, Si -635.61 eV per atom: -4.198 eV

Forces (eV/angstrom), in the order of the atoms: element, x, y, z
Si, 0.0064, -0.0003, 0.0017
Si, 0.0063, -0.0054, 0.0221
Si, 0.0061, -0.006, 0.0084
Si, 0.0032, -0.0073, 0.0186
Si, -0.0061, 0.0032, 0.0143
Si, -0.0042, 0.0052, 0.0184
Si, 0.0066, -0.0159, 0.0096
Si, -0.0173, -0.0118, 0.0077
Si, -0.0078, -0.0239, 0.0169
Si, 0.0065, 0.0112, 0.0104
Si, 0.012, 0.017, 0.0188
Si, -0.0159, 0.0244, 0.0122
P, 0.0078, 0.0112, -0.0157
Si, -0.0019, 0.0033, -0.0015
Si, 0.0028, 0.0025, -0.0083
Si, -0.0089, 0.0007, 0.0092
Si, 0.0099, -0.008, -0.0046
Si, -0.0026, 0.0013, -0.0041
Si, 0.0028, 0.0024, -0.0032
Si, -0.0058, -0.002, 0.0019
Si, 0.0018, 0.0037, 0.0048
Si, -0.0009, -0.0018, -0.0017
Si, -0.0005, -0.0019, -0.0074
Si, 0.0019, 0.0009, -0.0068
Si, -0.0058, -0.0014, 0.0012
Si, -0.0036, 0.0005, 0.006
Si, 0.0003, -0.0039, 0.0002
Si, 0.0079, -0.003, 0.004
Si, -0.0053, 0.0042, -0.0028
Si, 0.003, 0.0045, -0.0023
Si, 0.0101, -0.0082, -0.011
Si, -0.0082, 0.0055, 0.0005
Si, 0.002, -0.0022, 0.0008
Si, -0.0038, -0.0006, 0.0075
Si, 0.004, 0.0019, -0.0034
Si, -0.0037, 0.0052, 0.0009
Si, -0.0017, 0.0017, 0.0053
Si, 0.002, -0.0042, 0.0013
Si, 0, -0.0036, 0.0019
Si, 0.0021, 0.0007, -0.0038
Si, -0.002, -0.0019, -0.005
Si, -0.0007, 0.0064, -0.0046
Si, 0.0037, -0.0021, -0.0066
Si, -0.0019, -0.0003, 0.0004
Si, 0.0007, -0.0002, -0.0018
Si, -0.0012, -0.0017, 0.0005
Si, -0.0034, 0.003, -0.0009
Si, 0.0009, 0.0014, 0.0038
Si, -0.0007, 0.0029, -0.0011
Si, 0.0011, 0.0002, -0.0016
Si, -0.0007, 0.0008, -0.0002
Si, 0.0006, 0.0009, -0.0018
Si, -0.002, 0.0014, -0.0005
Si, 0.0008, 0, -0.0013
Si, 0.0008, -0.0014, -0.0001
Si, -0.0011, 0.0011, 0.0007
Si, -0.0004, -0.0033, 0.002
Si, -0.0014, 0, -0.0022
Si, 0.0017, 0.0016, -0.0013
Si, -0.0005, 0.0005, 0.0002
Si, -0.0009, 0.0008, -0.0032
Si, 0.0009, -0.0004, -0.0035
Si, 0, 0.0001, -0.0009
Si, -0.0001, -0.0006, 0.0012
Si, 0.0001, -0.0023, 0.0025
Si, -0.0004, 0.0008, 0.0022
Si, 0.0006, -0.0006, 0.0017
Si, -0.0004, -0.0007, 0.0003
Si, -0.001, 0, 0.0012
Si, -0.0008, -0.0011, -0.0014
Si, -0.0003, 0.0011, -0.0017
Si, 0.0011, 0.0003, -0.0012
Si, 0.0005, 0.0006, 0.0015
Si, 0.0009, -0.0018, 0.0004
Si, 0.0004, -0.0015, 0.0005
Si, -0.0002, -0.0005, 0.0015
Si, -0.0011, 0.001, 0.0012
Si, -0.0005, 0.0008, -0.0001
Si, 0.0011, 0.0019, -0.0003
Si, -0.0005, 0.0018, 0.0001
Si, 0.0007, 0.0007, -0.0006
Si, -0.0005, -0.0016, -0.0001
Si, 0.0006, -0.0018, 0.0008
Si, -0.0008, -0.0011, 0.0014
Si, -0.0007, 0.0011, 0.0008
Si, 0.0001, -0.0004, 0.0009
Si, 0.0017, -0.0002, 0.002
Si, -0.0034, -0.0011, 0.0004
Si, 0.0007, -0.0025, 0.0007
Si, -0.002, 0.0004, 0.0007
Si, 0.0009, 0.0006, -0.001
Si, 0.0008, 0.0001, -0.0007
Si, -0.0007, -0.0002, 0.0011
Si, 0.0004, -0.0014, 0.0024
Si, -0.0011, 0.0002, 0.0028
Si, -0.0003, -0.0004, 0.0026
Si, 0.0006, 0.0014, -0.0047
Si, 0.0042, -0.0001, -0.0074
Si, 0.0012, 0.0001, -0.0041
Si, -0.0004, -0.0012, -0.0028
Si, -0.0012, 0.0011, -0.0038
Si, -0.0007, -0.0003, -0.0061
Si, 0.0023, -0.0013, -0.0047
Si, 0.0016, 0.0004, -0.0015
Si, 0.003, -0.0003, -0.0055
Si, -0.0005, -0.0014, -0.0067
Si, -0.0005, 0.001, -0.0054
Si, -0.0029, 0.0013, -0.0038
O, 0.0049, 0.0081, 0.0035
O, -0.005, -0.0095, 0.0037
O, -0.0005, -0.0054, 0.0093
O, -0.0008, -0.0068, 0.0105
O, -0.0005, 0.007, 0.0102
O, -0.0001, -0.0054, -0.0004
O, 0.0038, 0.011, 0.0046
O, 0.006, 0.0055, 0.0013
O, -0.0048, -0.0086, 0.0052
O, -0.0055, 0.008, 0.0029
O, 0.0032, 0.0083, 0.0034
O, -0.0059, -0.0108, 0.0049
O, -0.0025, -0.017, -0.0095
O, -0.0013, -0.0059, -0.0235
O, -0.0019, 0.0098, -0.0236
O, 0.0045, -0.0061, -0.0068
O, -0.0065, -0.0091, -0.0064
O, 0.0096, 0.011, -0.0139
O, -0.0172, 0.0149, -0.0165
O, -0.0011, 0.0118, -0.0119
O, 0.0015, -0.0049, -0.0224
O, 0.0052, -0.0159, -0.0087
O, 0, 0.0006, -0.0148
O, 0.0034, 0.0051, -0.0158
Si, 0.0022, 0.0036, -0.0001
Si, -0.0021, -0.0006, -0.0006
Si, -0.0001, 0.0011, 0.0028
Si, 0.0017, 0.0014, -0.0011
Si, -0.003, -0.0033, 0.0016
Si, -0.0008, 0.0103, 0.0084
Si, -0.002, -0.0011, -0.0043
Si, -0.0012, 0.0026, 0.0029
Si, -0.0035, -0.0004, 0.001
Si, 0.0026, 0.0008, 0.0006
Si, -0.0008, 0.0034, 0.0027
Si, 0.0016, 0.0002, 0.0014
Si, 0.0031, -0.0042, 0
Si, 0.0023, 0.0026, 0.0034
Si, -0.0023, 0.0083, -0.0013
Si, 0.0059, 0.0011, 0.0022
Si, -0.0011, 0.0001, 0.0037
Si, -0.0014, -0.0027, 0.0025
Si, 0.0008, 0.0014, 0.0021
Si, 0.0007, -0.0036, 0.002
Si, 0.001, -0.0023, 0.0142
Si, 0.0008, 0, 0.0026
Si, 0.0003, -0.0013, -0.004
Si, 0.0024, 0.0027, 0.0072
Si, 0.0003, 0.0017, 0.0008
Si, 0.0032, -0.0024, 0.0011
Si, 0.0008, 0.0069, 0.0057
Si, -0.0015, -0.0003, 0.0011
Si, -0.0001, 0.0015, 0.0046
Si, -0.0005, -0.0026, -0.0025
Si, 0.0022, 0.0003, 0.002
Si, 0.0014, 0.0018, -0.003
Si, -0.0071, -0.0105, 0.0128
Si, -0.0007, 0.0016, 0.0045
Si, 0.0025, -0.0014, -0.0009
Si, 0.0039, 0.0002, 0.0118
Si, 0.0035, -0.0007, 0.0034
Si, -0.0003, -0.0019, -0.0013
Si, 0.0018, -0.0024, -0.0006
O, -0.0014, 0.0017, 0.0014
O, -0.0018, 0.002, -0.0033
O, 0.0023, -0.0013, 0.0094
O, 0.0039, 0.0046, -0.0011
O, -0.0032, -0.0028, -0.0001
O, -0.0031, 0.0051, 0.0037
O, 0.0001, 0.0024, -0.0012
O, 0.0027, 0.0004, 0.001
O, 0.0016, -0.001, 0.0034
O, -0.0074, -0.003, -0.0105
O, 0.002, -0.0034, -0.0036
O, 0.0039, -0.0013, -0.0039
O, 0.003, 0.0019, -0.0015
O, 0.0028, -0.0005, -0.0017
O, 0.0049, -0.0009, 0.0031
O, 0.0006, -0.0019, -0.0021
O, -0.004, 0.0055, 0.0024
O, -0.0028, -0.0004, -0.0002
O, -0.0012, -0.007, 0.0013
O, -0.0044, 0.001, -0.0033
O, -0.0024, 0.0015, -0.0023
O, -0.0023, 0.0017, -0.0035
O, 0.002, -0.0032, 0.0025
O, 0.001, 0.0004, -0.0003
O, -0.0013, -0.0013, -0.0006
O, 0.0053, 0, 0.0007
O, 0, 0.0003, -0.0028
O, -0.0004, 0, -0.0014
O, 0.0048, 0.0109, -0.0076
O, -0.0011, 0.0006, 0.001
O, -0.0028, 0.0002, -0.0013
O, 0.0002, -0.0009, -0.0054
O, 0.0022, -0.0063, 0.0026
O, 0, 0.0004, 0.0024
O, -0.0026, -0.003, -0.0039
O, 0.0005, 0.0002, 0.0004
O, 0.0016, -0.0007, 0.0035
O, -0.0009, -0.0009, -0.0051
O, 0.0008, -0.0001, 0.0007
O, -0.0004, -0.0021, 0.0038
O, 0, 0.0013, -0.003
O, -0.001, 0.0017, -0.0017
O, 0.001, -0.0007, -0.0012
O, -0.002, -0.0016, 0.0001
O, 0.0049, 0.0054, 0.0088
O, 0.0033, -0.0004, 0
O, -0.0011, 0.0004, -0.0003
O, -0.0029, 0.0002, -0.0003
O, 0.0035, 0.0014, 0.0024
O, 0.0009, 0.0056, -0.0061
O, 0.0006, -0.0002, -0.0049
O, -0.0013, 0.0001, -0.0043
O, -0.0043, -0.0032, 0.0054
O, -0.0023, -0.0032, -0.0008
O, 0.0026, -0.0024, -0.0013
O, -0.0006, 0.0033, -0.0044
O, -0.0018, -0.0007, -0.0011
O, 0.0004, -0.0009, -0.0017
O, -0.0122, -0.001, 0.0007
O, -0.0002, -0.0017, -0.0011
O, -0.0042, 0.0043, 0.0022
O, -0.0011, 0.0047, -0.0014
O, 0.0029, -0.0051, -0.0043
O, -0.0065, -0.0043, -0.0042
O, 0.0047, -0.0044, 0.0026
O, -0.0063, -0.0033, -0.0016

The program warned: the cutoff lies below the one the program advises for these potential files; the forces do not sum to zero within the program's tolerance; the exchange-correlation potential is rough where the density is thin.
